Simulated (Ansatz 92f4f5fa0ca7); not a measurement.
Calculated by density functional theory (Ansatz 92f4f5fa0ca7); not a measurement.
Periodic cell of 226 atoms, Si134O92, from a study of silicon, its oxide and their interface. The atomic structure is a simulated model.
This geometry differs little from another in the collection (a relaxation step or a small displacement).

Settings
functional: r2SCAN
potential files: Ansatz PAW
basis: plane waves
wave-function cutoff: 800 eV
density cutoff ratio: 5
exchange-correlation grid ratio: 1
k mesh: 1 x 1 x 1, Gamma-centred
self-consistency stop: 5e-08 eV per atom in the density residual
occupations: fixed
spin: none
net charge: 0

Cell vectors (angstrom)
a, 10.938, 0, 0
b, 0, 10.938, 0
c, 0, 0, 31.9494

Atoms: element, x, y, z (angstrom)
Si, 10.6406, 0.0311, 24.386
Si, 5.0849, 0.1702, 24.6179
Si, 2.8237, 2.3471, 24.5092
Si, 8.5871, 2.4678, 24.5267
Si, 10.7016, 5.6212, 24.3039
Si, 5.1748, 5.6504, 24.4385
Si, 2.9988, 7.9773, 24.3638
Si, 8.4269, 7.8731, 24.4101
Si, 1.3012, 1.1825, 25.8117
Si, 6.8264, 1.3634, 25.727
Si, 3.9998, 4.0545, 25.7367
Si, 9.6792, 4.0623, 25.8334
Si, 1.3501, 6.8186, 25.6515
Si, 6.8181, 6.7572, 25.7518
Si, 4.0288, 9.4998, 25.9062
Si, 9.5071, 9.4775, 25.7908
Si, 2.701, -0.0542, 27.2258
Si, 8.1711, -0.022, 27.1419
Si, 0.0681, 2.6911, 27.1856
Si, 5.4712, 2.76, 27.1232
Si, 2.6886, 5.4645, 27.1209
Si, 8.217, 5.4226, 27.1487
Si, 0.0322, 8.1898, 27.1267
Si, 5.5133, 8.1759, 27.1693
Si, 4.1018, 1.3673, 28.5312
Si, 9.5708, 1.3673, 28.5312
Si, 1.3673, 4.1018, 28.5312
Si, 6.8362, 4.1018, 28.5312
Si, 4.1018, 6.8362, 28.5312
Si, 9.5708, 6.8362, 28.5312
Si, 1.3673, 9.5708, 28.5312
Si, 6.8362, 9.5708, 28.5312
Si, 0, 0, 29.8984
Si, 5.469, 0, 29.8984
Si, 2.7345, 2.7345, 29.8984
Si, 8.2035, 2.7345, 29.8984
Si, 0, 5.469, 29.8984
Si, 5.469, 5.469, 29.8984
Si, 2.7345, 8.2035, 29.8984
Si, 8.2035, 8.2035, 29.8984
Si, 1.3673, 1.3673, 31.2657
Si, 6.8362, 1.3673, 31.2657
Si, 4.1018, 4.1018, 31.2657
Si, 9.5708, 4.1018, 31.2657
Si, 1.3673, 6.8362, 31.2657
Si, 6.8362, 6.8362, 31.2657
Si, 4.1018, 9.5708, 31.2657
Si, 9.5708, 9.5708, 31.2657
Si, 2.7345, 0, 0.6835
Si, 8.2035, 0, 0.6835
Si, 0, 2.7345, 0.6835
Si, 5.469, 2.7345, 0.6835
Si, 2.7345, 5.469, 0.6835
Si, 8.2035, 5.469, 0.6835
Si, 0, 8.2035, 0.6835
Si, 5.469, 8.2035, 0.6835
Si, 4.1018, 1.3673, 2.0507
Si, 9.5708, 1.3673, 2.0507
Si, 1.3673, 4.1018, 2.0507
Si, 6.8362, 4.1018, 2.0507
Si, 4.1018, 6.8362, 2.0507
Si, 9.5708, 6.8362, 2.0507
Si, 1.3673, 9.5708, 2.0507
Si, 6.8362, 9.5708, 2.0507
Si, 0, 0, 3.418
Si, 5.469, 0, 3.418
Si, 2.7345, 2.7345, 3.418
Si, 8.2035, 2.7345, 3.418
Si, 0, 5.469, 3.418
Si, 5.469, 5.469, 3.418
Si, 2.7345, 8.2035, 3.418
Si, 8.2035, 8.2035, 3.418
Si, 1.3592, 1.4094, 4.8226
Si, 6.869, 1.4128, 4.7609
Si, 4.0602, 4.122, 4.7781
Si, 9.5823, 4.0626, 4.7885
Si, 1.3437, 6.9207, 4.8238
Si, 6.8113, 6.9208, 4.7561
Si, 4.0829, 9.554, 4.7929
Si, 9.6027, 9.5426, 4.8264
Si, 2.7486, 0.0191, 6.1444
Si, 8.286, 0.0739, 6.1043
Si, 0.0179, 2.7694, 6.2936
Si, 5.5065, 2.8063, 6.1089
Si, 2.741, 5.5709, 6.1414
Si, 8.2455, 5.5656, 5.9941
Si, 0.0436, 8.2726, 6.3635
Si, 5.4838, 8.2722, 6.2268
Si, 4.4156, 1.1464, 7.3586
Si, 9.8064, 1.1252, 7.6217
Si, 1.1781, 4.4724, 7.5101
Si, 6.6338, 4.5209, 7.2923
Si, 4.309, 6.6815, 7.5615
Si, 9.733, 6.5828, 7.5267
Si, 1.2756, 9.9184, 7.7118
Si, 6.7126, 9.9259, 7.4281
O, 9.6088, 1.2735, 23.9824
O, 4.1311, 6.8393, 23.9373
O, 4.0003, 1.2806, 24.049
O, 9.5389, 6.744, 23.8959
O, -0.0307, 5.5016, 8.0057
O, 5.5564, 0.0763, 7.893
O, 0.0592, 0.0593, 8.1298
O, 5.5135, 5.5908, 7.869
O, 7.5723, 3.973, 8.4953
O, 8.7671, 7.0474, 8.7881
O, 2.1857, 9.4243, 9.0295
O, 8.8889, 1.6955, 8.8925
O, 7.5896, 9.4179, 8.7161
O, 3.6327, 1.7827, 8.6347
O, 3.5866, 7.215, 8.9564
O, 2.0946, 3.9637, 8.7819
O, 8.1653, 3.4858, 23.3104
O, 0.4162, 4.9274, 22.9392
O, 1.9193, 2.8039, 23.2276
O, 5.8767, 4.9217, 23.1447
O, 5.5258, 10.0985, 23.4207
O, 2.4289, 8.7023, 22.9957
O, 0.216, 10.1088, 23.0635
O, 7.7707, 8.6413, 23.1077
Si, 8.6652, 7.7159, 18.4299
Si, 8.7799, 6.3255, 13.6256
Si, 3.8092, 1.5211, 14.7197
Si, 2.1188, 5.7515, 17.6081
Si, 2.3982, 3.1505, 19.4721
Si, 9.8009, 9.0018, 12.1082
Si, 1.3327, 9.4426, 22.0505
Si, 9.163, 0.9468, 13.2164
Si, 1.4233, 5.0362, 13.0344
Si, 1.7892, 8.2339, 12.8237
Si, 6.6696, 9.6072, 22.4063
Si, 4.5117, 4.5808, 15.6928
Si, 8.2109, 3.0066, 9.5984
Si, 0.8383, 8.2675, 19.2348
Si, 6.9623, 1.3837, 21.0765
Si, 8.223, 8.2914, 9.692
Si, 10.8785, 5.1879, 15.6077
Si, 7.5679, 9.5, 16.3135
Si, 9.9294, 2.0764, 20.2918
Si, 3.2165, 8.4963, 9.9253
Si, 6.6864, 3.3783, 17.4234
Si, 1.1548, 0.2295, 19.7787
Si, 3.2443, 2.8176, 12.3023
Si, 7.2185, 5.4261, 19.6812
Si, 5.7497, 8.6329, 11.5504
Si, 5.7851, 6.0403, 13.1894
Si, 4.6401, 9.7253, 17.619
Si, 1.0086, 3.6104, 22.1606
Si, 4.896, 1.5066, 18.8014
Si, 3.2152, 3.0601, 9.5159
Si, 6.4481, 10.792, 13.7842
Si, 10.3349, 0.125, 15.9871
Si, 5.6718, 3.64, 11.1475
Si, 9.8407, 3.8641, 11.923
Si, 2.3338, 9.9246, 15.551
Si, 6.0973, 8.1584, 19.7901
Si, 6.952, 3.9939, 22.368
Si, 9.7457, 2.7867, 17.3757
O, 7.1957, 6.3363, 13.9423
O, 1.8608, 7.0784, 18.6346
O, 10.3061, 4.0068, 16.5119
O, 6.163, 9.9502, 17.034
O, 10.1103, 0.7198, 14.502
O, 8.4384, 6.1506, 18.8635
O, 5.1716, 0.6619, 14.4094
O, 5.7325, 2.0843, 17.5508
O, 8.3511, 1.9694, 20.533
O, 1.9925, 4.3228, 18.406
O, 6.9747, 2.7921, 10.6536
O, 4.8671, 2.7216, 12.2106
O, 5.9894, 4.391, 16.3662
O, 4.5837, 3.8782, 9.9293
O, 10.6942, 2.774, 21.5447
O, 9.7093, 6.1131, 14.9539
O, 6.037, 6.5338, 19.8332
O, 4.1142, 0.1915, 18.2662
O, 9.2787, 10.5197, 12.3377
O, 2.8434, 4.3377, 12.7257
O, 1.8912, 10.7145, 21.1754
O, 3.9658, 2.725, 19.3555
O, 0.7302, 10.0837, 15.9646
O, 1.2552, 9.825, 18.8239
O, 1.705, 1.6752, 19.2556
O, 8.9355, 10.3796, 16.4882
O, 4.8998, 8.6304, 18.7971
O, 9.5331, 8.7577, 10.5251
O, 6.7391, 4.1374, 18.8492
O, 2.8728, 1.7188, 13.3988
O, 5.8857, 8.8037, 21.2488
O, 2.5655, 2.4765, 10.8812
O, 7.5936, 4.8712, 21.1595
O, 5.2226, 7.4422, 12.5502
O, 0.4125, 9.0011, 12.5119
O, 7.5728, 1.0161, 13.5582
O, 7.1147, 9.6385, 14.7518
O, 8.9938, 5.0098, 12.6941
O, 8.0945, 8.0526, 16.9141
O, 6.2444, 2.6032, 21.8904
O, 2.4154, 9.0427, 14.1347
O, 0.4197, 4.4399, 11.9059
O, 0.8288, 8.3549, 20.8989
O, 9.3892, 3.7817, 10.3775
O, 9.6327, 2.362, 12.5492
O, 7.6287, 8.5804, 19.3626
O, 2.5524, 8.2016, 11.3822
O, 4.004, 3.0325, 15.356
O, 0.8432, 4.5087, 14.4494
O, 10.0575, 3.0039, 18.9552
O, 9.1349, 7.7671, 12.9504
O, 10.5186, 0.5713, 20.0642
O, 6.0205, 5.0202, 11.927
O, 8.1498, 2.8011, 17.0497
O, 3.4881, 5.4502, 16.6806
O, 4.6705, 9.0826, 10.4002
O, 1.5485, 6.6508, 13.1486
O, 4.7773, 5.4499, 14.3312
O, 2.0112, 3.8381, 20.8971
O, 10.5002, 1.4058, 16.9704
O, 0.9154, 6.0519, 16.5594
O, 7.3584, 10.982, 21.8929
O, 5.9234, 0.967, 19.9241
O, 6.0704, 9.9741, 12.4234
O, 2.8619, 0.5291, 15.5696
O, 7.0503, 7.993, 10.7847
O, 10.2425, 8.0329, 18.6817
O, 3.4381, 9.2308, 16.5937

Results
free energy: -138181.756 eV
free energy less fixed offsets of O -570.45, Si -639.56 eV per atom: 0.684 eV

Forces (eV/angstrom), in the order of the atoms: element, x, y, z
Si, 0.0257, 0.0266, 0.0966
Si, -0.0013, 0.0454, 0.1084
Si, 0.0196, 0.0019, 0.1044
Si, -0.0285, -0.0364, 0.1352
Si, 0.0092, -0.0213, 0.1291
Si, 0.0204, -0.0009, 0.0809
Si, -0.0127, -0.015, 0.1339
Si, -0.0011, 0.0007, 0.0737
Si, -0.0226, -0.0028, -0.0134
Si, 0.012, 0.0055, -0.0313
Si, -0.0019, -0.0181, -0.0298
Si, -0.0025, 0.0117, -0.0433
Si, 0.0017, 0.0044, -0.033
Si, -0.0058, -0.0023, -0.0146
Si, 0.0032, -0.0133, -0.0402
Si, -0.006, -0.0015, -0.0226
Si, 0.0148, 0.0314, -0.0135
Si, -0.012, 0.0174, -0.029
Si, 0.0105, -0.0156, -0.0095
Si, 0.0033, -0.0153, -0.0258
Si, -0.005, 0.0021, -0.0229
Si, -0.0034, -0.0156, -0.0105
Si, 0.0094, -0.0039, -0.017
Si, 0.0024, 0.0112, -0.0082
Si, 0.0615, 0.0567, -0.2465
Si, -0.1067, -0.1129, -0.2078
Si, 0.2155, -0.0327, 0.1438
Si, -0.0317, -0.0568, -0.0383
Si, -0.0548, -0.1895, -0.2967
Si, 0.0884, -0.0582, -0.3331
Si, -0.3433, -0.3966, 0.4928
Si, -0.0025, -0.0205, 0.1376
Si, -0.0901, -0.1314, 0.0056
Si, -0.0099, -0.0238, -0.0308
Si, 0.0648, 0.1247, -0.0062
Si, -0.0823, -0.0337, -0.045
Si, -0.0723, -0.06, -0.0287
Si, -0.0501, -0.052, -0.0333
Si, -0.0787, 0.0081, -0.0095
Si, 0.0133, 0.0656, -0.0364
Si, 0.0348, 0.023, -0.0383
Si, 0.0471, -0.0025, -0.0122
Si, 0.0242, -0.0504, 0.0032
Si, -0.0102, -0.0024, -0.0156
Si, 0.0688, -0.0349, -0.0161
Si, 0.0119, 0.0019, -0.0318
Si, 0.0011, 0.016, -0.0143
Si, -0.0213, 0.0133, 0.0065
Si, -0.0335, -0.0223, -0.0008
Si, -0.0503, -0.0024, -0.0045
Si, -0.0172, 0.0032, 0.0293
Si, -0.0097, 0.0307, 0.0288
Si, -0.0056, -0.0159, -0.0054
Si, -0.0336, -0.0021, -0.0008
Si, -0.0062, 0.0255, 0.027
Si, -0.0005, 0.0189, 0.0385
Si, 0.0085, -0.0006, 0.047
Si, -0.0628, -0.0138, 0.0104
Si, 0.1061, 0.0439, 0.0132
Si, 0.0998, 0.0355, 0.0379
Si, -0.0516, -0.0691, 0.0048
Si, -0.0725, -0.0573, 0.0401
Si, 0.1287, 0.0757, 0.0216
Si, 0.1512, 0.1047, 0.0026
Si, 0.072, 0.0154, 0.3585
Si, 0.0127, 0.0103, 0.2466
Si, -0.1931, 0.0606, -0.0357
Si, 0.2367, 0.1189, -0.4279
Si, 0.099, 0.0771, 0.3747
Si, -0.0941, 0.1542, 0.0901
Si, -0.0957, 0.065, -0.1016
Si, 0.1648, 0.3459, -0.1496
Si, 0.002, 0.0051, 0.0108
Si, -0.023, -0.0035, 0.0175
Si, 0.0044, -0.0122, 0.0241
Si, 0.0063, -0.0097, 0.0099
Si, -0.0055, 0.0043, 0.0142
Si, -0.0229, 0.0054, 0.0173
Si, 0.011, -0.0076, 0.0171
Si, 0.0048, -0.0187, 0.0124
Si, 0.0064, 0.0032, 0.0261
Si, 0.0053, 0.0012, 0.0281
Si, 0.0005, -0.0023, 0.0194
Si, -0.0022, 0.014, 0.0168
Si, 0.001, -0.0069, 0.0289
Si, 0, -0.0054, 0.0261
Si, -0.0078, -0.0081, 0.0146
Si, 0, -0.0012, 0.0278
Si, 0.0222, -0.0093, -0.1085
Si, 0.0154, 0.0154, -0.0772
Si, -0.011, -0.0193, -0.1147
Si, -0.0432, -0.0038, -0.124
Si, 0.0071, 0.0335, -0.1182
Si, 0.0441, 0.0161, -0.0798
Si, -0.0321, -0.0119, -0.092
Si, -0.0407, -0.0279, -0.1044
O, -0.0197, 0.0036, -0.0543
O, -0.0157, -0.0122, -0.0338
O, 0.0337, -0.0007, -0.0436
O, 0.0039, -0.0009, -0.0334
O, 0.0023, 0.0189, 0.0339
O, 0.0049, 0.0288, 0.0483
O, 0.009, 0.01, 0.0225
O, 0.0149, -0.0109, 0.055
O, 0.0262, -0.0418, 0.0545
O, -0.0328, 0.0297, 0.0515
O, 0.0058, -0.0114, 0.0354
O, -0.0098, 0.032, 0.0428
O, 0.0201, -0.0305, 0.0469
O, -0.0221, 0.0403, 0.0491
O, -0.0174, 0.019, 0.0598
O, 0.0259, -0.0268, 0.0616
O, -0.0387, 0.0317, -0.0438
O, 0.0045, -0.0056, -0.0429
O, -0.0222, 0.0138, -0.0547
O, 0.0205, -0.0224, -0.0475
O, 0.0435, -0.0191, -0.0343
O, -0.009, 0.0169, -0.0435
O, 0.0324, -0.0286, -0.0542
O, -0.0317, 0.0191, -0.0472
Si, -0.0196, -0.0056, 0.0067
Si, -0.0072, 0.0026, 0.0112
Si, -0.022, -0.0106, -0.0122
Si, -0.0233, -0.0247, -0.0083
Si, -0.0035, 0.0082, 0.0086
Si, 0.0077, -0.001, -0.0247
Si, -0.0045, 0.0176, 0.0228
Si, -0.0171, -0.0252, 0.0113
Si, -0.0134, 0.0016, 0.0201
Si, -0.0168, -0.0007, -0.019
Si, -0.0006, -0.003, 0.0255
Si, 0.0172, -0.0116, -0.0058
Si, 0.0139, 0.0051, -0.013
Si, -0.0095, 0.0202, 0.0382
Si, -0.0015, 0.0182, 0.006
Si, 0.0003, -0.0061, -0.0325
Si, 0.0064, -0.0212, -0.0043
Si, 0.0038, -0.0088, 0.0002
Si, -0.0033, 0.0029, 0.0053
Si, 0.0209, -0.0004, -0.0279
Si, -0.0189, 0.0014, 0.028
Si, -0.0091, -0.004, 0.014
Si, 0.006, 0.0055, 0.0172
Si, -0.0124, 0.0039, 0.0005
Si, 0.0074, -0.0124, 0.0002
Si, 0.0049, 0.0037, 0.0027
Si, 0.0059, 0.0071, 0.0285
Si, 0.0001, -0.0049, 0.0243
Si, 0.01, -0.0047, -0.0176
Si, -0.0014, -0.0007, -0.0257
Si, 0.0045, 0.0069, -0.0074
Si, 0.0001, 0.0141, 0.0083
Si, -0.0236, -0.0117, 0.0187
Si, -0.0042, 0.0096, -0.0183
Si, 0.007, 0.0334, 0.0026
Si, 0.016, 0.0443, 0.01
Si, -0.0049, -0.0143, 0.02
Si, -0.0041, 0.0128, -0.0051
O, 0.0149, -0.0165, -0.039
O, -0.0272, -0.0066, -0.0133
O, -0.0086, -0.0086, 0.0051
O, -0.0135, -0.0229, 0.0057
O, -0.0368, -0.0136, -0.0145
O, -0.046, 0.0298, 0.0109
O, -0.0052, -0.0036, -0.0056
O, 0.0029, 0.0289, 0.0459
O, -0.0027, -0.0176, 0.0095
O, 0.0229, 0.0099, -0.0007
O, -0.0159, 0.0364, -0.0026
O, -0.0448, 0.0338, -0.0427
O, -0.0278, -0.0359, 0.0165
O, 0.0109, -0.0264, 0.0511
O, -0.0078, -0.0159, -0.0393
O, 0.017, -0.0285, -0.0273
O, 0.0604, 0.0297, -0.0101
O, 0.0602, 0.0037, 0.0052
O, 0.0158, 0.0003, 0.0376
O, -0.0236, -0.0483, -0.0119
O, -0.0489, -0.0137, -0.0456
O, -0.0199, -0.0391, -0.0194
O, 0.0053, 0.0314, -0.0183
O, -0.0161, -0.0106, 0.0463
O, -0.0002, -0.0013, 0.0273
O, 0.0059, 0.0029, -0.0236
O, 0.0347, 0.0294, -0.0163
O, -0.0199, -0.005, 0.072
O, 0.0188, 0.014, -0.0353
O, 0.0571, 0.0543, -0.0139
O, 0.0314, -0.0091, -0.04
O, 0.0394, 0.0302, 0.0477
O, -0.0203, 0.0104, -0.0414
O, 0.0407, -0.0098, -0.0182
O, -0.0137, -0.0288, -0.0129
O, 0.0427, -0.05, -0.001
O, -0.0092, 0.0349, 0.0154
O, 0.0245, 0.0007, 0.0021
O, 0.0019, 0.0395, 0.0288
O, 0.0429, -0.0218, -0.0322
O, -0.0223, 0.0056, 0.0007
O, -0.0126, 0.011, 0.0522
O, 0.0046, 0.0219, -0.0235
O, -0.0183, -0.0216, 0.0409
O, -0.0027, 0.0105, -0.0022
O, -0.0255, -0.0554, -0.022
O, -0.0328, -0.0103, 0.0354
O, 0.0046, 0.0194, -0.0101
O, -0.015, 0.0599, -0.0231
O, -0.0138, -0.0459, -0.0142
O, 0.0088, -0.0027, -0.0072
O, 0.0443, 0.0447, -0.0056
O, -0.0117, -0.0192, -0.0031
O, 0.0184, 0.0208, 0.0179
O, -0.011, -0.0137, 0.0042
O, 0.0097, -0.033, 0.0364
O, -0.007, -0.0064, -0.0197
O, 0.021, -0.0138, 0.0097
O, 0.0004, -0.0264, -0.052
O, -0.0415, 0.0025, -0.0225
O, 0.0169, -0.0544, 0.0097
O, -0.0297, 0.0226, -0.0254
O, 0, 0.0368, -0.0031
O, 0.0107, -0.0227, 0.0177
O, 0.0109, -0.0451, -0.0365
O, -0.0286, 0.0225, 0.0145
O, 0.0035, -0.0044, 0.003
O, 0.0058, 0.0381, -0.0115

The program warned: the cutoff lies below the one the program advises for these potential files; the forces do not sum to zero within the program's tolerance; empty levels may hold ghost states of the PAW files; the exchange-correlation potential is rough where the density is thin.
